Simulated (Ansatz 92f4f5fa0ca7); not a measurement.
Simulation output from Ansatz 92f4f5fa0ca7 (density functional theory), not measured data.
Periodic cell of 320 atoms, Si176O144, from a study of silicon, its oxide and their interface. The atomic structure is a simulated model.

Settings: functional r2SCAN; potential files Ansatz PAW; basis plane waves; wave-function cutoff 800 eV; density cutoff ratio 5; exchange-correlation grid ratio 1; k mesh 1 x 1 x 1, Gamma-centred; self-consistency stop 5e-08 eV per atom in the density residual; occupations Fermi-Dirac, 0.05 eV; spin none; net charge 0.

Cell vectors (angstrom)
a, 15.3871, 0, 0.0024
b, 0, 15.3871, 0.0172
c, -0.6094, -0.8675, 22.0555

Atoms: element, x, y, z (angstrom)
Si, -2.3756, -1.5992, 14.7852
Si, -2.7125, 3.452, 14.621
Si, -2.6688, 6.6213, 14.6058
Si, -2.6216, -4.0074, 14.8323
Si, 1.2743, -1.2474, 14.5555
Si, 1.3678, 3.202, 14.6385
Si, 1.8012, 6.3046, 14.2163
Si, 1.3479, 10.9914, 14.6928
Si, 5.027, -0.2561, 14.5941
Si, 4.9933, 2.1952, 14.5569
Si, 5.2037, 7, 14.8205
Si, 5.1989, 10.1705, 14.5477
Si, 8.6653, -0.4363, 14.2813
Si, 8.9919, 2.6903, 14.5577
Si, 9.0268, 7.1824, 14.8651
Si, 7.1157, 10.675, 15.8445
Si, -0.5479, -0.9348, 16.0036
Si, -0.6766, 3.0234, 15.8226
Si, -0.7111, 6.8883, 15.8429
Si, -0.6429, 10.6858, 15.9262
Si, 3.1781, -0.8455, 15.8748
Si, 3.2346, 2.9007, 15.9832
Si, 3.2633, 6.719, 16.004
Si, 3.3135, 10.6466, 15.9276
Si, 6.9527, -0.7673, 15.8186
Si, 6.9725, 2.9485, 15.7469
Si, 7.1119, 6.8359, 16.097
Si, 9.1777, 10.3069, 14.7431
Si, -4.2674, -0.9829, 16.0153
Si, 10.8431, 3.0027, 15.9898
Si, 10.9432, 6.8926, 16.1135
Si, 10.9871, 10.6995, 16.2113
Si, -0.0695, 1.9535, -4.8348
Si, 0.0205, 5.793, -4.8054
Si, -0.0517, 9.6144, -4.7669
Si, 0.0164, -1.9708, -4.6827
Si, 3.7432, 1.8815, -4.7323
Si, 3.8998, 5.6812, -4.6971
Si, 3.7847, 9.5717, -4.7844
Si, 3.9134, -1.9187, -4.8318
Si, 7.659, 1.9686, -4.8217
Si, 7.6502, 5.6843, -4.7935
Si, 7.7027, 9.6754, -4.7122
Si, 7.7006, -1.8656, -4.9271
Si, 11.5643, 1.8974, -4.7585
Si, 11.5001, 5.7731, -4.6754
Si, 11.6202, 9.6331, -4.5484
Si, 11.5455, -1.9105, -4.5428
Si, -1.9235, 1.9431, -3.3472
Si, -1.8998, 5.7048, -3.3769
Si, -1.8553, 9.5575, -3.2345
Si, -1.8817, -1.9043, -3.2709
Si, 1.8222, 1.8629, -3.433
Si, 1.9343, 5.7522, -3.391
Si, 1.8875, 9.6056, -3.4167
Si, 1.9811, -2.0216, -3.4432
Si, 5.7344, 2.0107, -3.4641
Si, 5.7957, 5.7006, -3.3218
Si, 5.7393, 9.5607, -3.4382
Si, 5.8262, -1.8054, -3.5109
Si, 9.583, 1.8761, -3.4469
Si, 9.547, 5.7777, -3.3906
Si, 9.6055, 9.707, -3.322
Si, 9.5363, -1.9237, -3.4015
Si, -1.9142, 0.058, -1.9353
Si, -1.9281, 3.8323, -1.8926
Si, -1.8813, 7.5494, -1.9466
Si, -1.8784, 11.5345, -1.951
Si, 1.8822, -0.1112, -2.1301
Si, 1.8805, 3.7796, -2.1037
Si, 1.9618, 7.7216, -2.0187
Si, 1.9528, 11.4901, -2.0114
Si, 5.7589, 0.1487, -2.1274
Si, 5.765, 3.8015, -1.9047
Si, 5.7891, 7.6337, -1.9985
Si, 5.8027, 11.5821, -2.2912
Si, 9.5697, -0.056, -2.0423
Si, 9.5691, 3.8181, -2.1229
Si, 9.572, 7.7619, -2.0469
Si, 9.5627, 11.6101, -1.9254
Si, 0.0674, -0.0559, -0.6385
Si, 0.0851, 3.7791, -0.5796
Si, 0.0688, 7.5936, -0.5948
Si, 0.0545, 11.5107, -0.6005
Si, 3.7989, 0.0355, -0.7971
Si, 3.7433, 3.7526, -0.6535
Si, 3.8844, 7.7015, -0.575
Si, 3.9857, 11.5515, -0.8671
Si, 7.6304, 0.0749, -0.7235
Si, 7.7628, 3.8394, -0.5901
Si, 7.7084, 7.7313, -0.6009
Si, 7.5349, -3.7801, -0.7375
Si, 11.4859, 0.0037, -0.6111
Si, 11.3912, 3.8137, -0.6644
Si, 11.4934, 7.635, -0.6815
Si, -3.8384, -3.8044, -0.6401
Si, 0.6942, 1.8124, 0.6387
Si, 0.8324, 5.6849, 0.6015
Si, -0.3526, 9.5584, 0.6376
Si, -0.2554, -1.9681, 0.7273
Si, 3.12, 1.8212, 0.6098
Si, 3.2468, 5.6966, 0.5701
Si, 3.0999, 8.6518, 4.4453
Si, 4.3861, -1.9062, 0.3817
Si, 8.4295, 1.8836, 0.5743
Si, 8.3363, 5.8131, 0.6516
Si, 7.0771, 9.6961, 0.5874
Si, 6.7909, -1.8191, 0.389
Si, 10.8328, 1.9052, 0.6416
Si, 10.7622, 5.7497, 0.5539
Si, -3.5367, 9.5801, 0.5869
Si, -3.4294, -1.9011, 0.7214
Si, -0.7801, 2.0652, 3.4291
Si, -0.7323, 5.0101, 3.0936
Si, 0.1352, 9.035, 3.5544
Si, 1.5588, -1.9826, 3.4242
Si, 4.0647, 1.347, 2.7167
Si, 4.1554, 6.1781, 3.5036
Si, 4.6498, 9.7419, 0.4619
Si, 3.7839, -1.7804, 2.6652
Si, 6.9911, 2.2456, 3.2731
Si, 7.2227, 5.3929, 3.6012
Si, 7.5554, 10.3587, 2.8407
Si, 7.7131, -1.8746, 2.4825
Si, 11.4657, 2.253, 2.918
Si, -3.515, 5.2033, 2.5091
Si, 10.4662, 10.2418, 3.2865
Si, 10.7127, -1.9898, 2.6903
Si, -0.1899, 4.6943, 10.6841
Si, -3.6468, 1.1687, 10.2637
Si, -2.6456, 7.7891, 6.9612
Si, 3.4942, 2.3163, 5.5199
Si, 0.6034, 11.1703, 5.3879
Si, 9.06, 1.5298, 9.5731
Si, 4.6799, 10.7889, 3.3618
Si, -3.4674, 10.4845, 5.9005
Si, -2.3207, 5.9988, 9.2547
Si, -1.7863, 6.7072, 4.2148
Si, 5.1556, -1.6809, 11.6771
Si, -0.0164, -0.1608, 5.4311
Si, 3.5896, -1.5054, 9.1237
Si, 3.147, 5.0757, 6.2054
Si, -1.6863, -2.7336, 9.4737
Si, 1.807, 2.376, 10.0893
Si, 1.609, 7.0271, 11.2911
Si, 4.616, 2.9786, 11.4353
Si, 10.7364, -0.1381, 7.8452
Si, 6.3114, -0.8409, 7.8269
Si, -3.1271, 7.643, 11.6728
Si, 7.214, 8.3597, 7.733
Si, 9.7659, 10.2041, 7.9901
Si, -1.7583, 2.4857, 12.0577
Si, -3.46, 10.1407, 10.1243
Si, 5.6403, 3.774, 6.8426
Si, 1.9539, 9.7418, 7.7231
Si, 1.2897, -3.533, 9.6912
Si, 0.7768, 1.0342, 12.5305
Si, 2.6296, 6.9618, 8.4339
Si, 4.4136, 8.6768, 7.201
Si, 10.5376, 0.0113, 4.8817
Si, 8.6452, 4.9719, 12.5927
Si, 8.1076, -0.9372, 11.2517
Si, 8.9576, -2.3368, 8.83
Si, 8.0445, 5.596, 6.4277
Si, -3.1954, -1.2962, 11.9015
Si, 10.8973, -3.8865, 12.5609
Si, -1.5973, -2.5064, 6.4622
Si, 2.0019, 0.7284, 7.5825
Si, 5.6385, 5.654, 12.0998
Si, 1.9891, 9.9441, 11.904
Si, 6.3658, 2.0779, 9.2112
Si, 7.4209, -0.1703, 4.9756
Si, 5.0481, 10.5384, 12.2524
Si, 6.673, 8.2492, 10.8315
Si, 10.5062, 6.2181, 7.9643
Si, 9.4743, 6.9541, 10.7812
O, 0.4211, 7.0571, 14.6423
O, 9.9352, -1.2118, 14.8979
O, 0.1206, 1.5947, 2.1691
O, 0.513, 5.5801, 2.2222
O, 0.459, 9.5479, 2.0539
O, 1.5185, 8.437, 4.1594
O, 0.5883, -2.0245, 2.1137
O, 5.5218, 2.0445, 2.646
O, 3.7907, 5.4575, 2.1067
O, 5.7055, 5.8943, 3.8358
O, 4.1391, 10.2722, 1.9256
O, 8.0465, 1.7369, 2.1608
O, 7.8126, 5.9531, 2.2054
O, 8.9159, 9.7721, 3.5369
O, 9.2531, -1.3612, 2.3182
O, -2.3395, 1.9153, 3.0426
O, -1.987, 4.7774, 2.0262
O, -1.9522, 9.5979, 1.0151
O, -1.8342, -1.9221, 1.1521
O, -2.2704, -1.101, 13.2142
O, -2.8944, 2.6732, 13.1906
O, -2.7369, 5.0359, 14.2028
O, -2.6616, 7.5026, 13.2169
O, 11.0188, -2.2967, 12.3636
O, -3.1361, 10.9579, 13.3272
O, 1.4379, 9.9783, 13.4227
O, 1.3215, -2.836, 14.1401
O, 1.1557, -0.406, 13.1535
O, 1.5435, 2.1859, 13.3724
O, -2.3424, -4.2165, 9.5495
O, 2.313, 6.7914, 12.7434
O, 1.503, -4.0742, 11.1925
O, 4.9507, -0.9651, 13.1084
O, 4.6788, 2.6209, 13.0065
O, 5.8186, 2.1685, 10.7213
O, 7.1508, 4.2554, 6.5915
O, 5.0679, 5.9512, 13.5814
O, 5.2038, 8.5325, 14.2584
O, 6.5465, -1.2354, 11.0132
O, 6.2016, 9.6373, 11.5255
O, 9.0298, 1.1311, 14.0837
O, 8.3677, -1.0613, 12.8289
O, 1.0728, 3.7958, 10.2697
O, 9.1285, 3.5548, 13.1756
O, 9.0364, 6.1264, 13.6441
O, 5.1346, -3.2953, 11.7949
O, -0.3776, 3.5925, 3.7781
O, 1.0758, -0.7884, 4.4114
O, -1.9655, 7.3233, 8.365
O, 1.4385, -3.3358, 4.3088
O, 3.2417, 1.9913, 3.9611
O, 4.2551, -0.2484, 3.0367
O, 3.1807, 5.6831, 4.6998
O, 3.8955, 7.7675, 3.3353
O, 3.6049, 10.1866, 4.385
O, 4.6775, -2.9719, 3.3961
O, 7.2017, 1.3831, 4.6091
O, 7.2547, 3.7908, 3.57
O, 8.1299, 5.9134, 4.8374
O, -1.0835, 7.9861, 3.5004
O, 7.7729, -3.435, 2.8586
O, 9.4194, 0.7629, 8.1825
O, 10.66, 1.4117, 4.0621
O, 1.3776, 8.628, 11.1834
O, 11.2183, 3.8564, 3.1942
O, -3.2967, 6.4004, 3.6145
O, 10.5621, -3.5463, 3.0959
O, -3.8879, 9.8618, 4.4627
O, 7.3946, 6.844, 7.2157
O, 11.236, -1.1474, 3.9809
O, 10.4399, 2.1346, 10.1566
O, -0.974, 3.8805, 11.8461
O, 4.6705, 5.0557, 6.7654
O, 5.0613, 2.7166, 5.7423
O, 1.5421, 10.1877, 6.235
O, -0.1965, -3.3213, 6.4364
O, 0.6653, 0.1603, 6.8658
O, -3.8716, 0.0994, 11.4623
O, 0.2556, 6.1361, 11.2791
O, 3.5764, 9.9488, 7.7873
O, 9.0038, -0.3757, 5.2388
O, 6.4921, -0.5619, 6.2367
O, 9.7059, 6.9381, 9.1818
O, 10.9394, 9.5923, 8.9522
O, 8.6087, 9.1533, 7.574
O, -1.8831, 6.9698, 5.7965
O, 10.6532, 7.6611, 11.6094
O, 10.5212, 10.7237, 6.6687
O, -1.1058, 4.9427, 9.3601
O, -3.6511, 5.3429, 8.5769
O, -2.001, -2.1591, 7.9882
O, -2.3374, -1.8419, 10.6478
O, 6.2857, 0.5782, 8.6131
O, 9.0268, -3.9285, 8.6579
O, 2.5917, 3.5667, 6.011
O, 2.2751, 5.7998, 7.3517
O, 5.7046, 7.0312, 11.2697
O, 1.0878, 10.5802, 8.7593
O, 1.6997, 2.0091, 8.5213
O, 4.7211, 4.5909, 11.3136
O, 2.6563, -0.3386, 8.5684
O, 9.5056, 5.3271, 7.0715
O, 6.6875, 8.4391, 9.2454
O, 8.978, -2.0095, 10.4164
O, 10.266, -1.6711, 8.1178
O, 8.4607, 0.5291, 10.6942
O, 9.0849, 8.7235, 14.3018
O, 7.5732, -1.7615, 8.2327
O, -2.3565, 2.0541, 10.6209
O, -0.5139, 1.2066, 4.753
O, 10.8769, 10.8387, 11.1269
O, -0.8052, 1.3189, 12.6456
O, 3.6087, 9.8991, 11.8356
O, 1.4853, 4.7179, 14.0488
O, 3.3002, 2.5215, 10.6498
O, 4.0017, -1.1979, 10.6585
O, 7.0086, -1.0749, 3.6982
O, 11.2599, 0.0752, 6.3337
O, 5.5118, 3.0843, 8.2926
O, 3.0853, 1.0577, 6.429
O, 4.1716, 7.4633, 8.2596
O, 9.3646, 5.3885, 11.2109
O, 7.9091, 2.5957, 9.2376
O, -2.612, 6.3951, 10.794
O, 1.1468, 1.1749, 10.9667
O, 9.5376, -4.2324, 13.3696
O, 8.178, 7.8089, 11.2206
O, -0.3801, 10.2505, 4.4915
O, 5.9628, 8.9997, 6.8999
O, -2.7092, -3.4715, 5.7786
O, -3.4854, 0.3667, 8.8602
O, 2.6235, -2.8013, 9.1458
O, 3.6181, 8.1405, 5.8856
O, 11.1725, 7.3586, 7.0125
O, 2.4412, 6.5435, 9.9833
O, 1.6365, 8.188, 8.0427
O, 7.0642, 4.9302, 12.3236
O, -2.5453, 9.3792, 6.6665
O, 10.9369, 9.5014, 1.9319
O, 4.922, -1.6225, 8.1861
O, 6.1546, 10.1536, 3.6614
O, -0.0796, -2.684, 9.6678
O, -1.299, -1.1401, 5.6424
O, -2.6409, 8.9943, 10.9249

Results
free energy: -194703.813 eV
free energy less fixed offsets of O -570.45, Si -639.56 eV per atom: 3.547 eV

Forces (eV/angstrom), in the order of the atoms: element, x, y, z
Si, -0.0595, -0.0555, 0.1083
Si, 0.054, 0.0474, 0.1269
Si, 0.0332, 0.0001, 0.1056
Si, 0.1152, -0.0039, 0.1531
Si, -0.0126, -0.0059, 0.1743
Si, 0.0117, 0.0386, 0.1382
Si, -0.0124, -0.0595, 0.0505
Si, -0.001, 0.0311, 0.2439
Si, 0.0009, -0.0628, 0.1219
Si, 0.0299, -0.036, 0.1481
Si, -0.0033, 0.1154, 0.1335
Si, 0.0531, -0.0677, -0.0213
Si, -0.0877, 0.0603, 0.1144
Si, -0.0691, -0.0359, 0.1702
Si, -0.0015, -0.0069, 0.1255
Si, -0.026, -0.0156, -0.0178
Si, -0.0445, 0.0102, -0.0427
Si, 0.006, -0.0003, 0.0117
Si, -0.0768, 0.0244, 0.0631
Si, -0.0283, -0.0069, -0.0659
Si, 0.0093, 0.0091, 0.0216
Si, -0.0142, -0.0531, 0.0174
Si, 0.0025, -0.0215, 0.0058
Si, -0.0252, 0.0193, 0.0066
Si, -0.0417, 0.0337, -0.0555
Si, 0.0138, 0.0122, -0.0316
Si, 0.0095, -0.026, 0.0157
Si, -0.0277, -0.0171, 0.1622
Si, 0.0916, 0.0599, 0.093
Si, -0.0172, -0.0324, 0.0488
Si, 0.0242, -0.0128, 0.0302
Si, 0.0278, -0.0034, 0.0042
Si, 0.0213, -0.0071, -0.0234
Si, -0.0351, 0, -0.0236
Si, 0.0323, -0.0216, -0.0254
Si, -0.0178, 0.0069, 0.0096
Si, -0.0134, 0.0029, -0.016
Si, -0.0068, 0.007, 0.0316
Si, 0.0543, 0.0089, 0.0072
Si, -0.0234, -0.0111, -0.0103
Si, 0.0049, -0.007, 0.01
Si, 0.0322, 0.0487, 0.0091
Si, -0.0209, 0.0008, 0.0466
Si, 0.0201, -0.015, -0.0296
Si, -0.0443, 0.0163, -0.0699
Si, 0.0192, 0.0038, 0.0061
Si, -0.0113, 0.0019, 0.0053
Si, -0.0419, 0.01, -0.0478
Si, -0.0289, -0.0186, -0.0235
Si, -0.0155, 0.0208, -0.0166
Si, -0.0621, 0.0112, 0.0255
Si, 0.0394, -0.0676, 0.0862
Si, 0.024, 0.0347, -0.0184
Si, -0.0278, 0.0083, -0.0191
Si, 0.0148, -0.0117, 0.0128
Si, 0.0008, -0.005, -0.0219
Si, 0.0109, 0.0345, 0.0003
Si, -0.0461, 0.0193, 0.0103
Si, 0.0347, -0.0106, -0.0169
Si, -0.0172, -0.0316, 0.0194
Si, -0.0241, 0.038, 0.0166
Si, 0.0416, 0.0117, 0.0043
Si, -0.0228, -0.0205, -0.0223
Si, 0.0195, 0.0509, -0.0025
Si, 0.0175, -0.0082, 0.0222
Si, 0.0239, -0.0366, 0.039
Si, -0.0072, 0.054, 0.0064
Si, 0.0236, -0.0088, -0.0427
Si, 0.0101, 0.0013, 0.0459
Si, 0.0309, -0.0117, 0.0374
Si, -0.0192, -0.0265, 0.062
Si, -0.05, 0, -0.0084
Si, -0.0441, -0.0077, 0.0181
Si, -0.0071, 0.0006, 0.0373
Si, 0.0511, 0.0291, 0.062
Si, -0.024, 0.0604, 0.0411
Si, -0.0128, -0.0077, -0.0038
Si, 0.0114, -0.0399, 0.0291
Si, 0.0083, -0.0407, 0.0462
Si, 0.0637, 0.0073, -0.0062
Si, -0.0142, 0.011, -0.0068
Si, 0.0204, 0.0086, 0.0144
Si, -0.0277, -0.0613, -0.0274
Si, -0.0241, 0.01, 0.0864
Si, 0.02, -0.0071, -0.0653
Si, -0.0057, 0.0405, -0.0193
Si, -0.0007, -0.0012, -0.0145
Si, 0.012, -0.0092, -0.0556
Si, -0.0071, -0.0122, -0.0264
Si, -0.0076, 0.0328, 0.07
Si, -0.0177, 0.0529, -0.0214
Si, -0.0387, -0.0102, -0.0005
Si, 0.0465, 0.0078, -0.0195
Si, 0.0273, 0.0216, -0.0202
Si, 0.0188, -0.077, -0.0156
Si, 0, 0.0043, 0.0463
Si, 0.0257, -0.0206, -0.1663
Si, 0.0001, 0.036, -0.1329
Si, -0.016, -0.0264, -0.1843
Si, 0.0169, -0.0007, -0.326
Si, 0.0161, -0.0269, -0.0213
Si, -0.0363, -0.0084, -0.1642
Si, -0.0367, 0.0426, -0.0805
Si, -0.0615, -0.0126, -0.0005
Si, 0.0133, -0.0093, -0.1252
Si, 0.0811, 0.0374, -0.1872
Si, 0.0185, -0.0712, 0.0295
Si, 0.0589, 0.0689, -0.0296
Si, 0.0457, 0.0278, -0.0698
Si, 0.0486, 0.0209, -0.0279
Si, 0.0277, -0.0084, -0.1723
Si, -0.0261, 0.0359, -0.1322
Si, 0.0241, -0.0341, -0.1471
Si, 0.0418, -0.0387, -0.1643
Si, -0.0052, -0.0363, -0.1274
Si, -0.128, -0.0045, -0.1169
Si, -0.0243, 0.0134, -0.2035
Si, -0.0573, -0.0415, -0.2142
Si, 0.0224, -0.0985, -0.1709
Si, 0.1015, -0.0168, -0.1622
Si, 0.1271, -0.0717, -0.1802
Si, 0.056, -0.0295, -0.1873
Si, -0.0433, -0.0244, -0.1968
Si, -0.0894, -0.0502, -0.1297
Si, -0.0096, -0.0053, -0.1604
Si, -0.1151, -0.0293, -0.1744
Si, -0.0294, -0.0429, -0.1493
Si, -0.027, -0.041, -0.0692
Si, 0.0127, -0.0525, 0.0471
Si, 0.0118, -0.0307, 0.0265
Si, -0.0124, 0.008, -0.069
Si, -0.0116, 0.0038, -0.0815
Si, -0.035, 0.0436, -0.0844
Si, 0.0219, -0.0472, 0.0314
Si, 0.1129, -0.0249, -0.2278
Si, -0.0193, -0.0213, -0.083
Si, 0.0593, -0.014, 0.0341
Si, -0.0373, 0.0423, -0.0742
Si, -0.0109, 0.0326, 0.1393
Si, -0.0083, 0.0269, -0.0909
Si, 0.001, -0.0027, 0.0421
Si, -0.0082, 0.0108, -0.0658
Si, -0.0151, 0.0034, 0.0421
Si, -0.0424, -0.008, 0.0596
Si, 0.0135, -0.0162, 0.1193
Si, -0.0006, -0.0294, 0.1242
Si, 0.0047, 0.0326, -0.0231
Si, -0.012, 0.0067, -0.0176
Si, 0.0022, -0.0071, 0.1399
Si, -0.0008, 0.0153, 0.0002
Si, 0.0226, -0.012, -0.0443
Si, 0.0053, 0.0028, 0.1351
Si, 0.0094, 0.0572, 0.0999
Si, -0.0385, -0.0059, -0.0346
Si, 0.0122, -0.0061, -0.0209
Si, -0.0012, 0.0017, 0.0292
Si, 0.0382, -0.0181, 0.121
Si, -0.0106, 0.0013, 0.0124
Si, -0.0074, 0.0385, -0.0464
Si, 0.0045, 0.0192, -0.0853
Si, 0.0138, 0.0163, 0.1675
Si, 0.0046, -0.0001, 0.1503
Si, -0.0009, 0.0515, 0.0469
Si, 0.0063, 0.0388, -0.0823
Si, 0.0651, -0.0273, 0.1519
Si, 0.0581, -0.0214, 0.1603
Si, 0.0351, -0.0113, -0.0186
Si, -0.0446, 0.0205, -0.0168
Si, 0.0085, -0.008, 0.1596
Si, 0.0373, 0.0011, 0.1392
Si, 0.0034, -0.011, 0.019
Si, 0.0049, -0.014, -0.0949
Si, -0.0178, 0.043, 0.2052
Si, -0.0139, 0.0206, 0.0739
Si, -0.0101, 0.0293, -0.0008
Si, 0.0007, -0.0299, 0.0718
O, 0.0487, -0.0317, 0.0113
O, 0.0288, -0.0051, 0.0309
O, -0.0404, -0.0279, 0.1361
O, -0.0168, 0.0126, 0.1322
O, 0.0252, 0.0089, 0.1468
O, 0.0418, -0.0103, 0.0475
O, 0.1818, 0.0248, 0.2697
O, -0.023, 0.0003, 0.0482
O, 0.051, 0.0348, 0.179
O, 0.0037, 0.0038, 0.0669
O, -0.0293, 0.0773, 0.0996
O, -0.1173, 0.035, 0.1917
O, -0.1081, -0.0191, 0.1679
O, 0.026, -0.0099, 0.0815
O, 0.0758, 0.0258, -0.0206
O, -0.0245, 0.0035, 0.0244
O, 0.0622, 0.0063, 0.1484
O, 0.0024, -0.0259, 0.0681
O, -0.0725, 0.0254, 0.0497
O, 0.0213, 0.0476, -0.1627
O, 0.0116, -0.0476, -0.0766
O, -0.0242, 0.004, -0.0506
O, -0.013, 0.04, -0.1306
O, -0.0685, 0.0413, -0.0608
O, -0.0889, -0.0229, -0.2034
O, 0.0049, -0.0204, -0.1685
O, 0.0281, 0.0062, -0.0631
O, -0.0262, 0.0252, -0.1193
O, 0.0361, -0.0844, -0.0705
O, 0.0016, -0.0223, -0.0199
O, 0.0168, 0.0643, -0.1598
O, -0.0136, 0.0137, -0.0293
O, 0.0034, -0.0754, -0.1845
O, -0.0037, 0.031, -0.1189
O, 0.0301, -0.012, -0.0222
O, 0.0088, -0.029, 0.0173
O, 0.0322, -0.0589, -0.1255
O, -0.0543, 0.0127, 0.0033
O, 0.0249, 0.0221, -0.0699
O, 0.0747, -0.0718, -0.0986
O, 0.0168, 0.0106, -0.0533
O, 0.0242, -0.0641, -0.1432
O, 0.0156, 0.0236, -0.0081
O, 0.0002, 0.0271, -0.1199
O, 0.0392, -0.0729, -0.1783
O, 0.0075, 0.0976, -0.1056
O, -0.0527, 0.0725, 0.0678
O, 0.0049, 0.0164, 0.056
O, 0.0108, 0.0207, 0.0124
O, 0.009, -0.0516, 0.0883
O, -0.0264, 0.0239, 0.1311
O, -0.0243, 0.0548, 0.0715
O, -0.0223, -0.0328, 0.0618
O, 0.0218, 0.0011, 0.0257
O, -0.0693, -0.0041, 0.1079
O, -0.0609, -0.009, 0.1049
O, -0.0222, 0.0166, 0.0923
O, -0.0279, 0.0285, 0.0729
O, 0.0308, 0.0077, 0.0713
O, -0.0146, 0.0142, 0.0017
O, 0.0181, -0.0304, 0.127
O, -0.0223, 0.0014, -0.0059
O, -0.0093, -0.0276, 0.1274
O, -0.0272, 0.0126, -0.0515
O, 0.0114, -0.0067, 0.0609
O, 0.1017, 0.0219, 0.1032
O, -0.0145, -0.0035, 0.0951
O, 0.0636, -0.0336, 0.0811
O, -0.0193, -0.0167, 0.0072
O, 0.0215, 0.0417, 0.1045
O, -0.0155, 0.0392, 0.0054
O, -0.0033, 0.0351, -0.0307
O, 0.0095, 0.0137, 0.0095
O, 0.0439, 0.0072, -0.0091
O, 0.0254, -0.0245, 0.0385
O, 0.0152, 0.0126, 0.0268
O, 0.0198, -0.0064, 0.0469
O, -0.0318, 0.0398, -0.0242
O, -0.0327, -0.0108, -0.0277
O, 0.0292, -0.0114, 0.022
O, 0.0034, -0.0175, 0.0465
O, -0.0276, -0.0104, 0.0488
O, 0.001, 0.0113, -0.0257
O, -0.0304, -0.0236, -0.0172
O, 0.0154, 0.0137, 0.0086
O, 0.0362, -0.0222, 0.062
O, -0.028, 0.0306, -0.0134
O, -0.0185, 0.0232, 0.0311
O, -0.0158, 0.0055, -0.0413
O, -0.0133, -0.0227, 0.0026
O, -0.011, 0.0125, 0.0051
O, 0.0349, -0.0219, -0.0696
O, 0.0105, 0.0018, -0.0016
O, -0.0098, -0.0008, 0.0166
O, -0.0158, 0.0174, 0.0164
O, 0.0049, 0.0108, 0.0226
O, -0.0036, 0.0227, -0.0592
O, -0.0211, -0.0085, -0.0054
O, 0.0067, -0.0034, -0.0221
O, -0.0146, 0.0094, -0.0862
O, 0.0055, 0.0049, 0.012
O, 0.0162, -0.0234, -0.001
O, -0.0044, -0.0007, -0.0324
O, 0.0026, -0.0415, -0.0411
O, -0.0028, -0.0463, 0.0037
O, -0.0054, 0.0394, -0.0246
O, 0.0259, -0.006, -0.0406
O, -0.007, -0.0118, 0.0072
O, -0.0099, 0.0225, -0.054
O, 0.011, -0.0261, 0.0582
O, -0.0307, -0.0235, -0.1025
O, -0.0436, -0.0071, -0.0268
O, -0.0712, -0.0431, -0.104
O, -0.0177, 0.0828, -0.0651
O, -0.002, 0.0051, -0.038
O, -0.0286, 0.0306, -0.0176
O, -0.0212, 0.0544, 0.1162
O, 0.0374, 0.0004, 0.0314
O, 0.007, 0.016, 0.0169
O, 0.0294, -0.0319, 0.007
O, -0.005, -0.0051, 0.0307
O, 0.0052, 0.0008, -0.0644
O, -0.0012, 0.0198, -0.0176
O, -0.0081, -0.0204, -0.0107
O, 0.0105, -0.0049, -0.0671
O, 0.0282, 0.0308, -0.1006
O, -0.0056, 0.0287, 0.006
O, -0.0282, -0.0093, 0.0573
O, 0.0237, -0.0183, 0.0101
O, -0.0052, 0.0004, -0.0015
O, 0.0014, -0.0129, -0.0122
O, 0.0198, 0.006, -0.0207
O, -0.0126, -0.0399, 0.0481
O, -0.0257, -0.0084, 0.0041
O, 0.019, -0.0296, -0.0183
O, -0.012, -0.0091, 0.0146
O, -0.0196, -0.0143, -0.0488
O, 0.0116, 0.0271, 0.0372
O, -0.0406, -0.0148, 0.1175
O, 0.0073, -0.0147, -0.0074
O, -0.0021, 0.005, 0.0969
O, 0.0117, 0.018, 0.0054
O, -0.045, -0.0377, 0.0111
O, -0.0052, 0.0143, -0.0369

The program warned: the cutoff lies below the one the program advises for these potential files; the forces do not sum to zero within the program's tolerance; empty levels may hold ghost states of the PAW files.
